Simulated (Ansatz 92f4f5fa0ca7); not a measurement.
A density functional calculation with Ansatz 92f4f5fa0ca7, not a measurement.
Periodic cell of 199 atoms, Si117O82, from a study of silicon, its oxide and their interface. The atomic structure is a simulated model.
This geometry differs little from another in the collection (a relaxation step or a small displacement).

Settings: functional PBE; potential files Ansatz PAW; basis plane waves; wave-function cutoff 700 eV; density cutoff ratio 5; exchange-correlation grid ratio 2; k mesh 2 x 2 x 1, shifted by 0.5 0.5 0.5 of a step; self-consistency stop 5e-08 eV per atom in the density residual; occupations Fermi-Dirac, 0.05 eV; spin none; net charge 0.

Cell vectors (angstrom)
a, 11.5983, 0, 0
b, 0, 11.5983, 0
c, 0.7432, -2.9625, 26.2831

Atoms and the computed forces on them: element, x, y, z (angstrom), force x, y, z (eV/angstrom)
Si, 8.7631, 9.9398, -1.144, 0.0099, 0.3226, -0.4891
Si, 8.4085, 5.3657, -0.1047, -0.1991, -0.1629, -0.0386
Si, 6.6456, 8.6306, 2.1234, -0.2119, 0.213, -0.0085
Si, 1.6186, 12.3677, 0.8263, 0.3674, 0.2529, -0.1268
Si, -0.1116, 5.2154, 0.075, 0.0897, 0.0386, 0.586
Si, 0.8787, 8.1556, 0.9351, -0.21, 0.098, -0.1146
Si, 2.4217, 10.502, -0.3457, 0.0671, -0.427, -0.4956
Si, 4.4861, 4.014, 0.4054, 0.0437, 0.0828, 0.0461
Si, 4.4954, 8.5237, 0.9565, -0.0391, -0.3463, 0.0233
Si, -0.5962, 12.2529, 2.0152, -0.7518, 0.0117, 0.0581
Si, -0.0059, 4.5414, 2.3587, -0.0059, 0.0116, 0.1352
Si, -1.0772, 8.4381, 2.1929, 0.1968, 0.0727, 0.0986
Si, 3.2881, 12.2288, 2.5299, 0.0363, 0.0295, 0.6402
Si, 2.4087, 4.2488, 2.803, 0.2098, -0.0458, 0.1695
Si, 2.744, 8.1379, 2.4406, -0.1038, 0.2546, 0.2062
Si, 5.8505, 12.3659, 2.6193, 0.2823, -0.0532, -0.0854
Si, 6.6266, 4.8026, 2.2601, 0.1528, 0.1236, -0.0632
Si, 8.6281, 8.4392, 0.7216, -0.1818, -0.6128, 0.14
Si, -0.8947, 2.5509, 3.4346, 0.1583, 0.3325, -0.0421
Si, -0.863, 6.5012, 3.5822, -0.2053, -0.104, -0.0735
Si, -0.9697, 10.4028, 3.5504, 0.0317, -0.2236, 0.0836
Si, 2.7503, 2.3561, 4.0938, 0.1327, -0.1149, -0.1572
Si, 2.8448, 6.343, 3.8975, 0.0412, -0.054, -0.2132
Si, 2.8275, 10.2004, 3.7853, -0.0349, -0.0579, -0.1721
Si, 6.5138, 2.7732, 3.6565, -0.1228, 0.1758, 0.0057
Si, 6.6904, 6.7116, 3.6337, 0.0355, -0.0724, -0.0491
Si, 6.5711, 10.3953, 3.7462, -0.0008, -0.056, 0.0627
Si, 8.6647, 2.6776, 4.7656, 0.0509, -0.1615, -0.0747
Si, 8.7042, 6.4998, 4.906, 0.2102, 0.0611, -0.1113
Si, 8.6604, 10.4151, 4.9629, -0.0406, 0.1125, -0.0806
Si, 0.7232, 2.4477, 5.1806, -0.0951, -0.1273, 0.2389
Si, 0.8716, 6.5178, 5.1704, -0.0179, -0.0468, 0.1039
Si, 0.8428, 10.2869, 5.1221, 0.05, 0.0719, -0.0591
Si, 4.7571, 2.6279, 5.2363, -0.0452, 0.0536, 0.1623
Si, 4.8213, 6.5689, 5.1492, -0.0417, -0.0508, -0.0768
Si, 4.7428, 10.2374, 5.214, -0.1279, 0.0307, -0.1294
Si, 8.685, 12.4095, 6.267, 0.0253, -0.0356, -0.0494
Si, 8.6993, 4.5441, 6.248, -0.0587, 0.0146, -0.0264
Si, 8.6767, 8.4068, 6.3477, 0.0391, -0.0161, -0.1814
Si, 0.8504, 12.1733, 6.5914, -0.1514, 0.0895, -0.0131
Si, 0.7571, 4.4933, 6.3916, -0.0195, 0.0076, -0.0918
Si, 0.8614, 8.407, 6.6014, 0.1748, -0.0643, -0.1084
Si, 4.7957, 12.2075, 6.5442, 0.1041, 0.0499, 0.0282
Si, 4.689, 4.6021, 6.4321, 0.0739, -0.1282, 0.1086
Si, 4.8011, 8.4184, 6.6613, 0.0662, 0.0541, 0.0396
Si, -1.1362, 12.2879, 7.8758, 0.1397, 0.082, -0.0234
Si, -1.0876, 4.5372, 7.8537, -0.1527, -0.0685, 0.0184
Si, -1.1289, 8.3648, 7.9032, -0.021, -0.0594, 0.1324
Si, 2.841, 12.1982, 7.9202, -0.1987, 0.0152, -0.0225
Si, 2.6779, 4.4927, 7.7019, -0.0717, 0.0893, -0.0049
Si, 2.8264, 8.4236, 7.9634, -0.1274, 0.0925, 0.0536
Si, 6.8506, 12.2861, 7.7538, 0.0445, 0.0493, -0.0684
Si, 6.7306, 4.5661, 7.5275, -0.0516, -0.1911, -0.051
Si, 6.8507, 8.4605, 7.9047, 0.0371, 0.0131, 0.0129
Si, -1.142, 2.6375, 9.316, 0.025, 0.0066, 0.0523
Si, -1.211, 6.3988, 9.3611, -0.02, -0.0769, 0.0754
Si, -1.4581, 10.3404, 9.1671, -0.0439, 0.0474, -0.0762
Si, 2.7051, 2.6092, 9.1529, -0.0552, 0.0207, -0.076
Si, 2.6937, 6.3735, 9.0996, -0.1484, -0.1409, -0.0629
Si, 2.67, 10.3354, 9.4087, 0.1899, 0.1021, -0.0841
Si, 6.704, 2.7203, 8.9756, -0.1185, 0.0707, -0.1481
Si, 6.7187, 6.3473, 9.0143, 0.0987, -0.1488, -0.0453
Si, 7.6036, 10.4614, 9.0958, 0.0476, -0.1479, -0.2003
Si, 8.4163, 3.1768, 10.5001, 0.0047, -0.0537, 0.2782
Si, 6.9981, 6.7512, 12.4805, 0.0024, -0.412, -0.2571
Si, 6.7876, 10.9311, 11.2219, 0.1843, -0.0164, -0.4686
Si, 0.8692, 2.5596, 10.7102, 0.079, 0.0402, -0.2521
Si, 0.8687, 6.3786, 10.598, 0.148, 0.0552, 0.032
Si, 0.5548, 10.3311, 10.698, 0.1255, -0.1697, 0.0327
Si, 4.6604, 6.3893, 12.2657, 0.27, 0.1076, 0.0475
Si, 4.704, 5.6771, 10.067, 0.1341, -0.0608, 0.0221
Si, 4.3119, 10.4003, 11.2165, -0.3297, -0.0348, -0.1627
Si, 10.0866, 12.6762, 14.1609, 0.0577, 0.0268, 0.036
Si, 8.3407, 5.7637, 10.6218, -0.2404, -0.0741, -0.2692
Si, 11.2096, 7.5008, 13.725, 0.1282, 0.2588, -0.1067
Si, 1.0168, 12.2057, 12.1276, -0.6395, 0.108, 0.1837
Si, 1.3424, 4.5019, 12.0103, -0.1946, -0.1691, 0.0318
Si, 1.0498, 8.3175, 11.974, 0.2777, 0.022, -0.018
Si, 4.7171, 3.2213, 10.1913, 0.1752, -0.0529, 0.1134
Si, 4.6773, 2.4348, 12.4699, 0.5887, 0.4222, -0.0803
Si, 3.4813, 8.4753, 12.4937, -0.0195, 0.1918, 0.1199
Si, 7.5623, 1.5058, 12.1361, 0.151, 0.7486, 0.0536
Si, 0.4453, 5.5116, 14.7021, 0.2325, 0.1083, 0.4331
Si, 8.5987, 6.1108, 13.9654, -0.5288, 0.1866, 0.0929
Si, 3.3846, 12.0138, 12.7673, 0.282, -0.7185, 0.3211
Si, 3.5491, 4.4739, 13.0858, -0.0609, 0.1595, 0.307
Si, 4.462, 9.681, 14.3015, -0.3914, -0.3886, -0.4963
Si, 9.6877, 3.8599, 15.5166, -0.3838, 0.2477, -0.0718
Si, 7.3866, 8.9614, 13.2312, 0.0326, -0.1425, 0.3799
Si, 8.9098, 8.6646, 15.01, 0.2294, -0.3727, 0.4049
Si, 6.66, 7.5625, 21.2564, -0.005, 0.0667, -0.0591
Si, 6.4399, 6.3452, 18.5574, -0.0171, -0.1913, 0.2523
Si, 13.7808, 7.3529, 18.5902, -0.1067, 0.0922, 0.2488
Si, 4.8737, 4.5779, 24.4584, 0.0571, 0.0126, -0.1737
Si, 11.837, 9.6085, 18.5107, -0.0205, 0.0369, 0.111
Si, 11.3976, 4.4464, 21.6172, -0.0434, 0.0751, -0.0211
Si, 2.7916, 5.243, 15.2084, -0.2335, -0.2213, -0.3554
Si, 13.9943, 4.5306, 22.9228, 0.0281, 0.0756, -0.2599
Si, 4.721, 2.9037, 22.0387, 0.0321, -0.089, -0.121
Si, 14.0239, 4.1991, 17.9022, 0.0125, -0.0336, 0.0869
Si, 9.6094, 10.8328, 16.7453, 0.012, -0.1099, 0.2887
Si, 5.0154, 7.5066, 23.6255, 0.1277, 0.0927, -0.1883
Si, 2.8074, 0.424, 25.1584, 0.007, 0.0671, -0.415
Si, 6.5059, 9.8143, 23.0063, -0.1538, 0.0167, -0.0656
Si, 10.5702, 10.6642, 20.9906, 0.0363, 0.0516, -0.0998
Si, 8.9028, 9.4231, 26.6227, -0.3961, 0.2058, 0.0168
Si, 13.0778, 6.8991, 21.4358, -0.0632, -0.0282, 0.0466
Si, 10.8088, 8.3228, 22.7796, -0.0029, -0.1539, -0.1676
Si, 1.7072, 11.5268, 20.2392, -0.0044, -0.0318, 0.0629
Si, 9.3867, 1.1176, 19.1063, 0.0361, 0.016, 0.1225
Si, 3.9391, 11.4896, 22.3287, 0.1483, 0.0351, -0.1481
Si, 7.8487, 3.6462, 18.1574, -0.1642, 0.0153, 0.0643
Si, 5.1376, 3.8032, 19.1672, 0.0853, 0.0031, 0.0949
Si, 4.4388, 7.6416, 16.6451, -0.0842, -0.1795, 0.045
Si, 7.6638, 0.0886, 25.143, 0.0154, -0.1424, -0.3013
Si, 8.9641, 6.0331, 22.3956, 0.0488, -0.0154, -0.2188
Si, 12.1092, 2.4149, 19.3314, 0.0298, -0.0646, 0.0943
O, -1.2275, 9.2278, 27.2968, 0.3894, -0.1066, 0.1723
O, 7.6312, 9.3811, 27.6203, 0.09, -0.1152, -0.1856
O, 9.9611, 5.0584, -0.4728, -0.0672, 0.1497, -0.1343
O, 8.043, 4.7117, 1.3698, -0.0152, 0.0358, 0.2125
O, 5.4653, 5.1353, 1.091, 0.0042, 0.0137, 0.1701
O, 3.4947, 3.6422, 1.6475, -0.1003, 0.0515, -0.1548
O, 7.8993, 9.8997, 11.9981, -0.3594, 0.4996, -0.1359
O, 8.7805, 12.7257, 13.1804, -0.0654, -0.1586, -0.0106
O, 11.4457, 12.2918, 13.3442, 0.2588, 0.0145, -0.2621
O, 9.872, 6.7133, 13.0523, 0.1276, -0.1401, 0.0039
O, 8.6141, 7.0507, 15.3384, -0.01, 0.2185, 0.1188
O, 10.2952, 2.5062, 14.8982, 0.0831, -0.1415, -0.0423
O, 0.3111, 4.5381, 13.3476, 0.2926, -0.0409, -0.1593
O, -0.6555, 4.8824, 15.805, 0.1043, 0.0192, -0.0715
O, 6.0396, 9.7276, 13.8135, -0.0053, 0.2172, 0.1141
O, 8.1902, 1.6415, 25.0563, 0.1443, 0.239, 0.1709
O, 8.8764, 10.8479, 25.8356, 0.0548, -0.0173, 0.0653
O, 13.1195, 10.5244, 18.9627, -0.0389, -0.0085, -0.0191
O, 5.2213, 5.4347, 19.1672, 0.017, 0.073, -0.0834
O, 1.5358, 1.4218, 25.2893, 0.0336, -0.0646, -0.1381
O, 4.7057, 1.304, 22.1737, -0.0347, 0.0551, 0.0601
O, 10.0089, 10.7672, -1.9324, -0.0175, -0.0755, -0.0052
O, 4.5152, 7.3459, -0.2556, 0.0153, 0.2282, 0.1965
O, 1.8147, 13.7098, -0.148, -0.0783, -0.0953, 0.1615
O, 0.4463, 6.7711, 0.111, 0.1305, -0.145, -0.1166
O, 3.8458, 9.956, 0.3591, 0.0449, 0.1114, -0.1909
O, 5.5442, 2.9261, -0.2363, -0.0927, -0.05, 0.1323
O, 9.8268, 4.6841, 22.018, -0.0075, 0.0258, 0.0132
O, 3.5681, 7.8358, 24.3393, -0.1379, -0.0572, 0.3136
O, 13.7426, 5.7743, 18.2117, -0.0676, -0.0407, -0.0233
O, 8.6927, 4.5514, 14.3935, 0.3308, -0.2903, 0.1334
O, 6.3022, 2.2195, 12.9864, -0.6667, -0.1203, -0.2327
O, 5.4772, 3.5139, 23.3637, -0.0624, 0.0665, 0.1574
O, 11.9905, 5.7911, 20.8821, 0.0028, -0.0073, 0.0226
O, 11.069, 10.3026, 17.2624, -0.0956, 0.0036, -0.1067
O, 3.7783, 11.1976, 14.2419, 0.0469, 0.2344, -0.1291
O, 5.8862, 7.0177, 17.1547, -0.0292, 0.1179, -0.1307
O, 10.5361, 8.736, 14.608, -0.2277, 0.0728, 0.0146
O, 7.2842, 9.0043, 21.7918, 0.0079, -0.0547, 0.0786
O, 0.4044, 11.4201, 21.2251, -0.0175, -0.0317, -0.0193
O, 14.1289, 6.0638, 22.3604, -0.0383, -0.0083, 0.0438
O, 3.0748, 11.1435, 21.0024, -0.0753, -0.0067, 0.0186
O, 2.8732, 4.0448, 16.342, 0.0215, 0.0419, 0.0338
O, 8.6671, 9.535, 16.3822, 0.052, 0.0673, -0.0029
O, 14.8253, 4.5028, 24.3253, -0.0155, -0.032, 0.096
O, 11.4639, 3.1875, 20.6088, 0.0315, 0.0487, 0.0301
O, 10.9281, 1.4951, 18.7037, -0.0258, -0.003, -0.069
O, 8.7398, 3.5245, 16.8047, 0.1656, -0.0156, -0.0607
O, 12.6216, 3.4413, 18.1918, 0.016, 0.017, -0.0394
O, 12.3895, 4.1533, 22.9194, 0.0387, 0.0235, 0.0744
O, 9.4524, 0.2039, 20.503, 0.017, -0.0535, -0.0163
O, 9.8073, 11.6031, 15.3411, 0.0858, 0.1115, -0.2404
O, 14.7881, 3.4927, 21.929, -0.0595, 0.0689, 0.106
O, 6.6762, 7.5665, 19.6224, -0.0197, -0.0439, -0.0705
O, 3.6657, 6.557, 15.6827, 0.1703, 0.0462, 0.061
O, 8.8583, 11.7614, 17.8765, 0.0669, -0.0524, -0.1054
O, 6.2497, 3.2089, 18.1005, 0.07, 0.0255, 0.0044
O, 7.3642, 11.0337, 23.6625, 0.0891, 0.0417, 0.2107
O, 10.2974, 9.8489, 22.3979, 0.0154, -0.0442, 0.0676
O, 3.5164, 8.0003, 17.9384, 0.0901, 0.0109, -0.0943
O, 12.3478, 8.1034, 22.2622, -0.0104, 0.0112, 0.0563
O, 3.6016, 3.473, 18.7704, -0.0565, 0.0301, -0.0347
O, 4.541, 9.0273, 15.7962, 0.116, 0.062, 0.2369
O, 13.8788, 7.5633, 20.2006, 0.0126, -0.0619, -0.0708
O, 6.0741, 8.6747, 24.1134, -0.0519, -0.072, 0.0606
O, 2.9455, 11.4982, 23.6188, -0.0708, 0.0058, 0.2909
O, 12.4154, 8.1311, 18.0893, 0.022, -0.0075, -0.0642
O, 7.9983, 9.0191, -2.2725, 0.1241, 0.0534, 0.1652
O, 1.2594, 9.3248, -0.198, 0.0127, -0.057, 0.1226
O, 9.8351, 7.3279, 21.9333, -0.0047, 0.0297, 0.0328
O, 8.2261, 6.9851, -0.0472, 0.1264, 0.0778, 0.0388
O, 7.7423, 5.2947, 18.4702, -0.0338, 0.0079, -0.0541
O, 1.776, 1.4791, 19.7501, -0.0191, 0.0322, -0.0184
O, 5.108, 10.3862, 22.4111, -0.0269, -0.0292, 0.0327
O, 4.1637, 1.3221, 25.4762, -0.0539, 0.0429, -0.0114
O, 5.1635, 7.4714, 21.9634, 0.0117, -0.0328, 0.1322
O, 5.4923, 6.0325, 24.0899, -0.0044, -0.0246, -0.0318
O, 8.5632, 8.2327, 25.569, -0.0367, -0.07, 0.148
O, 5.5064, 3.25, 20.6547, -0.0694, 0.0531, -0.0074
O, 8.5264, 2.5309, 19.2028, -0.0123, 0.0019, -0.0517
O, 10.7795, 9.5554, 19.7788, 0.0414, 0.0277, -0.0142
O, 7.5189, 6.2084, 21.6674, 0.0524, 0.0113, 0.102

Results
free energy: -121019.716 eV
free energy less fixed offsets of O -569.03, Si -635.61 eV per atom: 7.114 eV
pressure: -1.04 GPa
stress xx, yy, zz, yz, xz, xy (GPa, positive in tension): 2.17, 0.99, -0.03, -0.06, -0.08, -0.42

The program warned: the cutoff lies below the one the program advises for these potential files.
